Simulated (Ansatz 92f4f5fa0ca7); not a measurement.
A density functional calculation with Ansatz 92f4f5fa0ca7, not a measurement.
Periodic cell of 447 atoms, Si304O143, from a study of silicon, its oxide and their interface. The atomic structure is a simulated model.
Doubt: the cutoff is far below the 930 eV that the study's wrapper takes by default for these files, so forces and energies are approximate.

Settings
functional: PBE
potential files: Ansatz PAW
basis: plane waves
wave-function cutoff: 580 eV
density cutoff ratio: 5
exchange-correlation grid ratio: 1
k mesh: 1 x 1 x 1, Gamma-centred
self-consistency stop: 5e-08 eV per atom in the density residual
occupations: fixed
spin: none
net charge: 0

Cell vectors (angstrom)
a 15.4691 0 0
b 0 15.4691 0
c -2.03 -4.9548 33.5378

Atoms and the computed forces on them: element, x, y, z (angstrom), force x, y, z (eV/angstrom)
Si -1.352 -4.918 23.515 -0.049 0.026 -0.041
Si -1.213 -1.102 23.548 -0.177 0.027 -0.05
Si -1.4 -12.668 23.323 -0.741 0.035 -0.238
Si -1.363 -8.772 23.421 -0.091 -0.007 -0.053
Si 1.059 -4.934 23.508 0.002 0.066 -0.198
Si 1.157 -1.083 23.597 0.115 -0.074 -0.103
Si 0.969 -12.726 23.175 0.621 -0.03 -0.342
Si 1.062 -8.82 23.406 0.235 0.009 -0.239
Si 6.408 -4.948 23.441 0.278 -0.077 -0.053
Si 6.491 -1.119 23.325 -0.146 0.007 -0.13
Si 6.281 -12.652 23.264 0.257 0.102 -0.091
Si 6.34 -8.845 23.623 -0.435 -0.094 -0.074
Si -6.613 -4.955 23.288 -0.181 0.018 0.063
Si -6.552 -1.063 23.292 0.253 0.035 -0.276
Si -6.651 -12.627 23.289 -0.227 -0.013 -0.045
Si -6.715 -8.853 23.458 0.443 0.067 -0.171
Si -1.899 -3.005 24.766 0.091 0.008 0.148
Si -1.959 0.878 24.613 0.084 -0.037 0.055
Si -1.972 -10.748 24.611 0.081 0.078 0.019
Si -1.942 -6.865 24.697 -0.016 -0.054 0.003
Si 1.77 -3.043 24.74 0.002 0.037 0.046
Si 1.72 0.94 24.62 0.012 0.034 -0.05
Si 1.706 -10.814 24.498 -0.032 -0.059 0.071
Si 1.735 -6.895 24.646 -0.036 -0.042 -0.046
Si 5.864 -2.998 24.644 -0.047 -0.009 0.195
Si 5.787 0.843 24.509 0.072 0.019 0.071
Si 5.774 -10.819 24.733 0.108 -0.157 0.086
Si 5.783 -6.862 24.713 0.102 0.19 0.1
Si -5.955 -3.002 24.528 -0.058 -0.206 0.141
Si -6.021 0.885 24.551 0 0.141 -0.001
Si -6.049 -10.763 24.652 -0.049 -0.134 0.081
Si -6.022 -6.881 24.611 -0.043 0.128 -0.11
Si -3.976 -3.011 25.906 -0.023 0.013 -0.032
Si -3.996 0.865 25.874 -0.023 -0.009 -0.085
Si -3.993 -10.751 25.891 -0.028 -0.036 -0.009
Si -3.995 -6.88 25.905 0 -0.019 -0.008
Si -0.057 -3.022 26.222 -0.134 -0.002 0.067
Si -0.112 0.898 26.112 -0.108 0.052 0.061
Si -0.098 -10.777 26.064 -0.051 -0.063 0.048
Si -0.082 -6.895 26.147 -0.152 0.046 0.095
Si 3.82 -3.018 25.929 0.092 0.005 -0.024
Si 3.772 0.866 25.851 0.046 -0.004 -0.021
Si 3.699 -10.791 25.885 0.028 0.053 -0.037
Si 3.746 -6.869 25.935 0.034 -0.056 -0.003
Si 7.708 -3.013 26.093 -0.014 0.043 0.026
Si 7.612 0.854 26.049 -0.025 -0.045 0.011
Si 7.627 -10.81 26.173 -0.021 0.019 0.125
Si 7.649 -6.868 26.147 -0.022 -0.064 0.053
Si -3.97 -4.946 27.317 -0.013 -0.014 -0.096
Si -3.982 -1.069 27.299 -0.009 -0.002 -0.024
Si -3.972 -12.685 27.302 -0.023 0.019 -0.065
Si -3.983 -8.821 27.31 0.006 0.019 -0.054
Si -0.088 -4.975 27.502 0.051 0.021 0.02
Si -0.087 -1.045 27.469 0.013 -0.009 -0.004
Si -0.111 -12.666 27.465 0.059 0.006 -0.027
Si -0.096 -8.848 27.442 0.034 -0.022 -0.04
Si 3.781 -4.943 27.339 0.027 0.003 -0.046
Si 3.777 -1.062 27.297 -0.003 -0.019 -0.053
Si 3.756 -12.703 27.308 0.038 0.031 -0.059
Si 3.746 -8.837 27.296 0.02 -0.014 -0.016
Si 7.66 -4.93 27.47 0.053 -0.026 -0.097
Si 7.652 -1.072 27.416 -0.036 -0.024 -0.003
Si 7.628 -12.739 27.484 0.065 0.062 -0.118
Si 7.632 -8.832 27.447 -0.023 0.004 0.099
Si -2.068 -4.958 28.763 0.059 -0.001 -0.053
Si -2.067 -1.079 28.747 0.041 0.006 -0.072
Si -2.075 -12.685 28.755 0.067 -0.011 -0.045
Si -2.065 -8.827 28.744 0.025 -0.021 -0.065
Si 1.88 -4.955 28.773 -0.062 0.009 -0.02
Si 1.88 -1.077 28.756 -0.066 0.023 -0.058
Si 1.86 -12.692 28.754 -0.076 -0.024 -0.025
Si 1.86 -8.828 28.754 -0.046 0.007 -0.059
Si 5.691 -4.952 28.759 0.022 -0.02 -0.022
Si 5.687 -1.081 28.737 0.068 0 -0.052
Si 5.658 -12.694 28.758 0.029 0.022 -0.023
Si 5.662 -8.827 28.744 0.057 0.007 -0.07
Si 9.613 -4.951 28.765 -0.055 -0.018 -0.006
Si 9.595 -1.079 28.749 -0.04 0.029 -0.048
Si 9.603 -12.697 28.755 -0.055 -0.02 0
Si 9.591 -8.823 28.757 -0.056 -0.012 -0.065
Si 0 1.934 2.05 -0.025 -0.15 -0.258
Si 0 5.801 2.05 -0.136 0.206 -0.219
Si 0 -5.801 2.05 0.009 -0.087 0.278
Si 0 -1.934 2.05 0.009 -0.129 0.159
Si 3.867 1.934 2.05 0.111 -0.115 -0.217
Si 3.867 5.801 2.05 0.193 0.202 -0.124
Si 3.867 -5.801 2.05 0.066 -0.121 0.322
Si 3.867 -1.934 2.05 0.114 -0.032 0.104
Si 7.734 1.934 2.05 -0.26 -0.043 -0.252
Si 7.734 5.801 2.05 -0.19 0.188 -0.112
Si 7.734 -5.801 2.05 -0.231 -0.162 0.168
Si 7.734 -1.934 2.05 -0.327 0.047 -0.042
Si 11.602 1.934 2.05 0.242 -0.096 -0.294
Si 11.602 5.801 2.05 0.08 0.286 -0.109
Si 11.602 -5.801 2.05 0.107 -0.081 0.257
Si 11.602 -1.934 2.05 0.251 0.036 -0.005
Si -1.921 1.871 3.407 -0.008 0.039 0.029
Si -1.932 5.87 3.414 0.028 -0.073 0.025
Si -1.927 -5.781 3.473 0.021 -0.006 -0.04
Si -1.921 -1.967 3.459 -0.013 0.011 0.003
Si 1.938 1.931 3.369 0.011 0.025 0.042
Si 1.935 5.777 3.364 0.004 0.036 0.112
Si 1.937 -5.874 3.439 -0.018 0.031 -0.041
Si 1.947 -1.953 3.417 0.056 -0.026 0.051
Si 5.793 1.89 3.424 -0.004 0.052 0.093
Si 5.799 5.851 3.441 0.031 -0.077 0.061
Si 5.797 -5.787 3.49 0.031 0.011 0.013
Si 5.79 -1.96 3.473 -0.007 -0.016 0.058
Si 9.668 1.989 3.339 -0.004 0.003 0.025
Si 9.66 5.846 3.376 -0.081 -0.045 0.055
Si 9.655 -5.839 3.405 -0.039 0.072 -0.009
Si 9.662 -1.871 3.355 -0.019 -0.039 -0.024
Si -1.883 -0.048 4.846 0.091 -0.034 0.095
Si -1.902 3.868 4.634 -0.003 0.076 0.112
Si -1.935 -7.696 4.888 -0.039 0.022 0.025
Si -1.922 -3.872 4.91 -0.017 0.002 0.077
Si 1.963 0.029 4.729 -0.026 -0.065 0.079
Si 1.941 3.861 4.699 -0.019 -0.056 0.109
Si 1.92 -7.857 4.819 -0.001 0.081 -0.093
Si 1.989 -3.924 4.769 -0.026 -0.111 0.023
Si 5.798 -0.029 4.868 0 0.024 0.017
Si 5.773 3.866 4.722 0.054 0.021 0.033
Si 5.788 -7.71 4.921 -0.055 0.045 0.019
Si 5.79 -3.87 4.943 0.101 -0.001 0.105
Si 9.671 0.092 4.668 0.039 -0.052 0.045
Si 9.671 3.909 4.669 0.012 -0.008 0.096
Si 9.613 -7.763 4.828 0.051 0.027 0.095
Si 9.619 -3.829 4.615 0.198 0.037 0.116
Si 0.129 -0.051 6.199 -0.092 -0.014 -0.002
Si -0.003 3.846 6.013 0.029 -0.071 0.065
Si 0.026 -7.826 6.271 0.022 -0.021 0.106
Si 0.127 -3.935 6.229 0.002 0.095 -0.062
Si 3.806 -0.022 6.209 0.102 -0.037 -0.068
Si 3.838 3.841 6.089 0.013 -0.034 0.005
Si 3.806 -7.868 6.274 0.066 -0.121 -0.143
Si 3.812 -4.011 6.334 -0.106 0.08 -0.029
Si 7.828 0.087 6.126 -0.082 0 -0.032
Si 7.741 3.894 6.012 -0.068 0.092 -0.139
Si 7.73 -7.676 6.333 0.094 0.177 0.002
Si 7.864 -3.736 6.174 -0.206 0.084 -0.139
Si -3.918 0.006 6.07 0.04 -0.005 -0.001
Si -3.826 3.905 5.943 -0.012 0.091 -0.214
Si -3.928 -7.712 6.221 0.01 0.012 0.103
Si -4.028 -3.828 6.086 -0.027 -0.009 -0.518
Si 0.068 1.982 7.455 0.012 0.156 -0.074
Si -0.006 5.605 7.593 -0.364 -0.003 -0.094
Si 0.763 -5.88 7.459 -0.641 -0.024 0.142
Si 0.785 -2.005 7.476 0.37 0.103 -0.27
Si 3.833 1.962 7.521 -0.264 0.19 0.131
Si 3.834 5.623 7.665 0.084 -0.132 0.158
Si 3.153 -6.055 7.609 0.501 0.101 0.315
Si 3.227 -1.973 7.441 -0.292 -0.036 -0.092
Si 7.775 2.032 7.455 0.109 0.133 0.174
Si 7.705 5.712 7.511 0.015 -0.11 0.028
Si 8.378 -5.595 7.522 0.215 -0.162 0.047
Si 8.422 -1.749 7.449 0.405 -0.17 0.069
Si -3.85 2.008 7.291 -0.06 0.02 -0.025
Si -3.815 5.703 7.458 0.177 -0.007 -0.069
Si -4.64 -5.711 7.364 -0.137 -0.174 0.081
Si -4.554 -1.885 7.32 -0.34 0.122 0.054
Si -1.96 2.446 8.576 0.039 -0.265 -0.008
Si -1.98 4.903 8.807 0.082 -0.06 0.095
Si 1.913 2.595 8.874 0.058 -0.153 -0.144
Si 1.847 5.052 8.929 0.05 0.22 0.357
Si 5.805 2.443 8.7 0.017 -0.686 0.11
Si 5.853 4.867 8.782 -0.017 0.643 0.147
Si -5.679 2.733 8.556 0.103 -0.168 0.18
Si -5.752 5.127 8.586 -0.105 0.107 0.145
Si -3 -2.268 9.026 -0.418 0.278 -0.236
Si -2.03 -6.888 30.119 -0.211 -0.092 0.005
Si -2.03 -3.021 30.119 -0.208 0.08 -0.028
Si -2.03 -14.623 30.119 -0.244 0.029 0.02
Si -2.03 -10.756 30.119 -0.248 0.042 0.02
Si 1.837 -6.888 30.119 0.224 -0.088 0.06
Si 1.837 -3.021 30.119 0.209 0.097 0.038
Si 1.837 -14.623 30.119 0.223 0.035 0.082
Si 1.837 -10.756 30.119 0.233 -0.023 0.024
Si 5.704 -6.888 30.119 -0.185 -0.067 -0.035
Si 5.704 -3.021 30.119 -0.196 0.11 -0.043
Si 5.704 -14.623 30.119 -0.226 -0.059 0.019
Si 5.704 -10.756 30.119 -0.203 0.008 -0.016
Si 9.571 -6.888 30.119 0.195 -0.023 0.04
Si 9.571 -3.021 30.119 0.194 0.089 0.013
Si 9.571 -14.623 30.119 0.251 -0.018 0.078
Si 9.571 -10.756 30.119 0.168 -0.029 0
Si -0.096 -6.888 31.486 0.011 0.018 -0.059
Si -0.096 -3.021 31.486 0.006 0.013 -0.044
Si -0.096 -14.623 31.486 0.014 -0.009 -0.051
Si -0.096 -10.756 31.486 0.015 -0.025 -0.064
Si 3.771 -6.888 31.486 -0.007 0.002 0.061
Si 3.771 -3.021 31.486 -0.019 0.021 0.058
Si 3.771 -14.623 31.486 -0.013 0.002 0.056
Si 3.771 -10.756 31.486 -0.004 -0.02 0.054
Si 7.638 -6.888 31.486 -0.001 -0.009 -0.049
Si 7.638 -3.021 31.486 0.005 0.009 -0.041
Si 7.638 -14.623 31.486 0.011 0.036 -0.048
Si 7.638 -10.756 31.486 0.002 -0.019 -0.058
Si -3.964 -6.888 31.486 -0.01 -0.026 0.058
Si -3.964 -3.021 31.486 0.001 0.038 0.06
Si -3.964 -14.623 31.486 -0.008 -0.007 0.061
Si -3.964 -10.756 31.486 0.007 -0.013 0.052
Si -0.096 -4.955 32.854 -0.006 -0.064 0.005
Si -0.096 -1.088 32.854 -0.014 0.027 0.032
Si -0.096 -12.689 32.854 -0.014 0.065 0.013
Si -0.096 -8.822 32.854 -0.008 -0.011 -0.009
Si 3.771 -4.955 32.854 0.004 0.014 -0.021
Si 3.771 -1.088 32.854 0.002 0.036 -0.028
Si 3.771 -12.689 32.854 0.023 -0.016 -0.02
Si 3.771 -8.822 32.854 0.022 -0.037 -0.009
Si 7.638 -4.955 32.854 -0.009 -0.059 0.013
Si 7.638 -1.088 32.854 -0.01 0.004 0.029
Si 7.638 -12.689 32.854 -0.008 0.049 0.022
Si 7.638 -8.822 32.854 0.003 -0.015 0.002
Si -3.964 -4.955 32.854 -0.009 -0.004 -0.013
Si -3.964 -1.088 32.854 0.018 0.045 -0.015
Si -3.964 -12.689 32.854 0 -0.007 -0.008
Si -3.964 -8.822 32.854 -0.008 -0.027 0.001
Si 0 0 0.683 0.004 0.053 -0.016
Si 0 3.867 0.683 -0.148 -0.006 0.01
Si 0 -7.734 0.683 -0.039 -0.022 -0.033
Si 0 -3.867 0.683 0.005 0.016 0.033
Si 3.867 0 0.683 0.06 0.031 -0.02
Si 3.867 3.867 0.683 0.167 -0.016 0.006
Si 3.867 -7.734 0.683 0.106 -0.019 -0.036
Si 3.867 -3.867 0.683 0.035 0.028 0.038
Si 7.734 0 0.683 -0.153 0 -0.031
Si 7.734 3.867 0.683 -0.165 -0.016 0.005
Si 7.734 -7.734 0.683 -0.153 -0.012 -0.038
Si 7.734 -3.867 0.683 -0.056 0.011 0.046
Si 11.602 0 0.683 0.101 0.005 -0.04
Si 11.602 3.867 0.683 0.148 -0.031 0.006
Si 11.602 -7.734 0.683 0.087 -0.034 -0.041
Si 11.602 -3.867 0.683 0.021 0.014 0.037
Si -5.531 -5.279 21.164 -0.251 0.228 0.275
Si -4.85 -0.239 20.808 -0.14 0.022 -0.181
Si -5.709 -12.623 21.088 -0.388 0.013 0.333
Si -5.289 -8.306 20.735 0.097 0.002 -0.077
Si -2.513 -4.533 21.506 0.245 -0.004 0.048
Si -2.112 -1.375 21.414 0.409 -0.036 0.135
Si -2.789 -11.723 20.646 -0.023 0.071 -0.189
Si -2.165 -8.715 21.195 0.192 0.022 0.341
Si 2.568 -5.23 20.752 -0.033 0.091 -0.093
Si 2.665 -0.864 20.784 -0.057 -0.093 0.055
Si 2.41 -13.197 20.39 0.185 0.039 -0.19
Si 2.352 -8.423 20.472 -0.149 -0.026 -0.064
Si 5.669 -4.65 21.251 0.231 0.152 0.528
Si 5.758 -1.588 21.118 0.296 -0.04 0.323
Si 5.316 -12.37 21.035 0.301 -0.125 0.25
Si 5.291 -9.379 20.737 0.132 -0.146 -0.017
Si -0.833 -6.395 10.119 0.075 0.132 0.176
Si -0.26 -1.375 9.461 0.435 -0.269 -0.096
Si 5 -4.461 10.971 0.216 0.167 0.28
Si 4.208 -2.07 9.558 -0.224 0.132 -0.408
Si 7.756 -4.846 9.746 0.017 -0.028 -0.431
Si 7.419 -1.779 9.624 0.232 -0.193 -0.539
Si -3.351 -5.18 9.238 -0.392 -0.221 -0.193
Si 0.546 -6.197 16.943 -0.05 0.03 -0.259
Si -0.462 0.462 16.738 -0.097 0.007 -0.017
Si 0.165 -10.935 16.171 0.001 0.008 0.017
Si 3.584 -6.928 10.767 -0.013 0.066 0.258
Si 6.466 -3.382 13.52 0.04 -0.052 0.272
Si -2.452 4.886 11.179 -0.004 0.348 -0.207
Si 2.848 -0.769 12.028 -0.113 -0.23 0.142
Si 8.407 -7.193 11.641 0.112 -0.099 0.113
Si 1.781 -8.764 17.601 0.011 -0.052 -0.262
Si 6.815 0.924 11.174 0.049 -0.074 0.177
Si 5.833 -8.973 11.471 0.031 0.002 0.175
Si -5.633 -4.26 18.236 -0.062 0.014 -0.209
Si 9.547 2.044 14.33 0.002 -0.036 0.315
Si -4.789 -12.035 16.681 -0.069 -0.011 -0.147
Si -1.747 -6.913 14.945 -0.013 0.043 0.065
Si 1.147 1.313 10.73 0.051 0.132 -0.194
Si 1.02 -8.442 11.3 0.058 -0.013 0.239
Si 2.442 -3.987 16.177 -0.037 0.012 -0.068
Si -3.903 -3.403 11.543 0.061 -0.037 0.33
Si 9.331 2.795 11.474 0.236 0.044 0.123
Si -7.134 -12.773 18.469 0.088 0.052 -0.184
Si -1.677 2.009 11.492 -0.102 -0.072 0.083
Si -5.461 5.633 10.867 -0.006 0.1 -0.35
Si 1.574 -3.005 18.802 -0.225 0.079 -0.281
Si -1.463 -6.466 19.278 0.015 0 -0.19
Si -0.619 -9.438 13.536 -0.135 -0.111 0.16
Si 4.571 0.602 16.422 0.035 -0.012 -0.137
Si 4.533 -9.146 16.348 0.029 0.043 -0.093
Si -3.818 -6.69 17.186 0.002 0.004 -0.274
Si 4.718 -6.171 16.839 -0.045 -0.039 -0.249
Si 5.823 4.801 14.192 0.001 -0.107 0.27
Si 7.586 -5.781 17.018 0.062 0.096 -0.186
Si 0.134 -2.234 12.313 0.084 0.049 0.336
Si -2.079 -12.585 17.646 0.182 -0.08 -0.359
Si 9.415 -2.932 13.722 0.071 -0.004 0.328
Si 6.353 1.765 14.005 0.039 0.191 0.318
Si -4.417 -0.665 15.162 -0.031 -0.01 0.101
Si 1.999 -13.269 17.216 -0.183 -0.096 -0.306
Si 8.341 -5.637 14.262 0.068 0.003 0.184
Si -1.665 -0.062 13.851 -0.03 -0.127 0.386
Si -1.33 -4.636 12.736 0.069 -0.07 0.36
Si -5.504 -9.245 17.753 -0.062 -0.103 -0.446
Si -1.156 -1.864 18.647 0.038 -0.022 -0.227
Si 6.214 -6.949 19.22 -0.038 0.146 -0.23
Si 6.298 0.69 19.081 0.077 0.014 0.013
Si -4.138 -1.648 18.051 0.107 -0.055 -0.335
Si 7.19 -10.365 16.84 0.055 -0.052 -0.117
Si 4.004 -1.891 14.683 -0.086 -0.095 0.179
O -3.997 -5.181 21.728 0.147 0.015 0.032
O -5.938 -1.07 21.706 -0.241 0.003 0.411
O -3.379 -0.348 21.494 -0.028 0.076 0.067
O -4.398 -11.641 20.964 0.108 0.048 -0.01
O -3.712 -8.188 21.137 -0.025 -0.024 0.019
O -6.136 -9.047 21.897 -0.274 -0.083 0.301
O -2.089 -12.652 21.782 0.342 -0.142 0.372
O 1.5 -4.849 21.905 -0.089 -0.01 0.201
O 4.05 -4.774 21.227 -0.073 0.005 -0.075
O 4.137 -1.452 21.115 -0.09 -0.008 -0.053
O 1.682 -1.124 22.03 -0.036 0.02 0.075
O 1.255 -12.86 21.492 -0.37 0.073 0.563
O 3.685 -12.327 20.929 -0.1 0.041 0.02
O 1.624 -8.883 21.834 -0.202 -0.021 0.315
O 3.758 -9.203 20.269 0.034 -0.028 -0.017
O 5.339 -8.932 22.292 0.209 0.107 0.017
O 0.182 -5.768 9.022 0.21 0.001 -0.186
O 3.64 -6.486 9.189 -0.219 0.093 -0.469
O 6.14 -5.041 9.949 -0.068 -0.013 -0.033
O 5.818 -1.933 9.304 0.125 0.011 0.047
O -2.354 -6.459 9.511 0.04 -0.079 -0.127
O -5.838 -6.775 20.574 -0.007 -0.211 -0.1
O -5.69 -4.276 19.873 -0.006 -0.001 0.003
O 5.622 -14.367 15.29 0.018 -0.008 -0.06
O -5.26 -14.147 20.73 0.08 -0.126 0.004
O -5.49 -9.163 19.371 0.025 0.024 0.193
O -2.686 -2.916 21.286 0.011 -0.032 -0.08
O -1.865 -5.151 20.139 -0.077 0.046 0.008
O 3.473 -13.673 16.646 0.005 0.009 0.08
O 5.726 1.453 10.081 -0.11 0.259 -0.279
O -2.12 -10.239 20.617 0.02 -0.032 -0.047
O -1.111 -11.428 17.044 -0.033 0.012 0.057
O -1.195 -7.725 20.298 -0.071 -0.015 0.014
O 2.149 -4.385 19.427 0.095 -0.207 0.245
O -0.067 -3.078 18.763 0.044 -0.007 0.062
O -1.182 -1.048 20.077 -0.171 0.019 0.143
O -0.944 0.564 15.184 -0.015 0.022 -0.185
O -7.13 -6.384 15.709 -0.085 0.051 -0.047
O 2.827 0.704 20.434 -0.081 -0.009 -0.022
O 4.798 -6.669 18.409 0.046 -0.039 0.205
O 6.134 -3.15 20.75 -0.053 -0.04 -0.063
O 6.406 -5.757 20.312 -0.003 -0.05 -0.126
O -4.721 -0.788 19.288 -0.077 0.07 0.232
O 6.478 -0.644 19.994 -0.032 -0.032 -0.106
O 5.83 -10.902 20.504 -0.075 0.097 0.059
O 5.792 -13.561 20.034 -0.104 0.064 0.006
O 6.285 -8.398 19.914 -0.024 -0.031 0.03
O -4.613 -10.502 17.201 -0.009 0.106 0.158
O -2.096 1.518 9.987 -0.006 0.112 -0.024
O 0.456 0.011 9.956 -0.023 0.118 0.242
O -0.233 4.837 14.604 -0.027 0.034 -0.1
O 4.391 -8.296 11.141 -0.02 -0.026 -0.122
O -1.381 5.506 12.215 0.08 0.009 0.007
O -0.545 -6.91 16.01 0.03 -0.042 0.05
O 3.716 -0.975 10.663 0.067 0.112 0.1
O 1.612 5.744 10.472 0.106 -0.313 -0.436
O 4.211 -5.699 11.659 -0.042 -0.15 -0.08
O 3.907 -3.567 10.154 0.036 -0.126 0.037
O -7.737 -14.287 18.482 -0.053 -0.085 0.045
O 2.262 -2.875 17.338 -0.076 0.006 0.205
O 7.541 -0.491 10.667 -0.099 0.082 0.151
O 8.67 -6.809 13.197 0.006 -0.032 -0.133
O 6.08 5.344 10.365 -0.002 -0.297 -0.328
O 8.064 -3.245 10.126 -0.124 0.08 0.021
O -5.299 2.327 10.157 -0.096 0.123 -0.247
O 6.09 -5.329 16.565 -0.015 -0.065 0.089
O 7.859 2.158 11.31 -0.033 0.023 -0.037
O -5.408 2.213 12.801 -0.033 0.016 -0.159
O -0.344 -7.882 10.572 -0.118 -0.077 -0.134
O 2.179 0.724 11.885 -0.134 0.069 -0.02
O -0.146 -6.031 18.415 -0.074 -0.028 0.156
O -0.448 -2.343 10.784 -0.066 0.097 -0.161
O 7.93 1.898 14.398 -0.078 -0.013 -0.129
O 6.901 -4.911 13.939 -0.063 0.043 -0.138
O -1.651 -8.362 14.214 0.054 -0.063 -0.042
O 2.867 -3.082 14.874 0.059 0.069 -0.022
O -7.118 -4.485 17.61 0.026 -0.019 0.088
O 3.205 -9.438 17.22 -0.025 -0.02 0.11
O 1.034 -4.842 16.158 0.022 0.004 0.093
O -5.475 -12.115 15.206 -0.013 -0.038 -0.121
O -3.9 5.627 11.37 -0.025 -0.101 -0.021
O -2.688 -2.356 18.354 0.032 -0.003 0.073
O -1.328 -14.012 17.676 -0.033 0.045 0.131
O -5.219 -2.928 12.341 -0.003 0 -0.207
O 2.015 -1.637 19.529 0.1 0.141 0.13
O 6.916 -7.768 11.388 -0.087 0.003 -0.021
O -5.698 -12.888 17.723 -0.051 -0.02 0.077
O 1.82 -7.201 17.121 0.012 -0.055 0.109
O 2.576 -6.817 20.466 -0.017 0.037 -0.014
O 2.066 -7.192 11.267 -0.047 0.019 -0.063
O -2.468 -3.834 8.779 0.068 -0.001 0.353
O -5.209 -2.8 17.708 -0.038 -0.059 0.133
O 7.465 -6.923 18.168 -0.056 -0.022 0.177
O -4.892 -7.893 17.134 0.013 0.017 0.12
O -1.539 -5.698 13.917 -0.022 0.043 -0.158
O 1.456 -8.876 19.186 0.045 0.04 0.174
O 7.112 -10.587 15.213 -0.06 0.02 -0.055
O 0.603 -9.509 16.793 -0.008 0.043 0.062
O 1.38 -12.023 16.337 0.066 -0.067 0.027
O -2.654 -6.965 18.283 0.05 0.005 0.168
O -3.326 -12.718 16.61 0.005 0.027 0.095
O 5.817 -9.589 17.266 -0.044 0.012 0.039
O -0.034 2.199 11.474 0.112 -0.039 0.043
O 3.981 -0.848 15.944 -0.002 0.014 0.022
O -4.003 -0.708 16.733 0.002 0.017 0.129
O 5.291 0.355 17.86 -0.033 0.005 0.056
O 2.015 -12.864 18.817 0.027 0.025 0.363
O -1.762 -1.215 8.799 -0.214 0.066 0.23
O 3.753 -0.969 13.361 -0.011 0.107 -0.177
O 8.569 -5.826 10.766 0.099 -0.002 0.175
O -3.166 -6.638 15.693 -0.025 -0.013 0.022
O -0.665 -1.023 17.34 0.003 -0.037 0.098
O -2.554 3.352 11.731 0.015 -0.061 -0.018
O 5.976 5.789 12.925 -0.018 0.124 -0.262
O -2.059 1.054 12.746 -0.012 0.074 -0.254
O 7.319 -11.787 17.64 -0.008 -0.003 0.071
O 7.853 -2.508 13.447 -0.043 -0.048 -0.139
O 1.713 -1.926 12.175 0.048 0.076 -0.101
O 3.577 -5.096 16.494 0.091 -0.057 0.034
O 9.473 -4.457 14.322 -0.05 0.016 -0.108
O -0.603 -1.08 13.183 0.051 -0.031 -0.176
O -3.058 -0.798 14.275 0.151 0.069 -0.133
O 4.515 -10.108 15.021 0.027 0.006 -0.039
O -7.007 -9.439 17.181 0.09 0.048 0.112
O -6.871 -12.208 19.988 0.135 0.07 0.039
O 4.619 -7.549 15.939 0.032 -0.006 0.028
O -4.58 -5.325 17.598 -0.019 0.048 0.106
O 9.477 -8.335 11.226 0.026 -0.004 0.037
O -5.211 0.725 14.938 -0.019 0.049 -0.098
O 5.456 -2.648 14.57 0.04 0.026 -0.066
O 0.747 -8.784 12.893 0.09 0.086 -0.245
O -2.694 -3.75 12.588 -0.102 0.068 -0.195
O -3.541 -2.142 10.569 0.107 -0.022 -0.01
O -0.906 -5.406 11.391 0.071 -0.076 -0.21
O -4.16 -4.737 10.614 0.072 -0.037 -0.119
O 6.167 0.801 12.687 0.04 -0.164 -0.394
O -0.09 -3.638 13.107 -0.123 0.057 -0.213
O 9.178 4.426 11.628 0 -0.053 0.083
O -2.573 -12.313 19.153 -0.07 0.003 0.26
O 5.701 -3.482 12.084 -0.109 -0.072 -0.131
O 1.098 -14.598 16.904 0.104 0.061 0.065
O 5.686 3.244 13.717 0.012 -0.066 -0.082
O -5.398 -1.902 14.783 -0.07 -0.078 -0.082

Results
free energy: -274587.324 eV
free energy less fixed offsets of O -568.88, Si -635.61 eV per atom: -12.044 eV

The program warned: the cutoff lies below the one the program advises for these potential files; the forces do not sum to zero within the program's tolerance; the exchange-correlation potential is rough where the density is thin.
